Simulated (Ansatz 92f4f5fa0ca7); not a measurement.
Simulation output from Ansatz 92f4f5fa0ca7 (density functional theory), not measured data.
Periodic cell of 220 atoms, Si132O88, from a study of silicon, its oxide and their interface. The atomic structure is a simulated model.
This geometry differs little from another in the collection (a relaxation step or a small displacement).

Settings
functional: r2SCAN
potential files: Ansatz PAW
basis: plane waves
wave-function cutoff: 800 eV
density cutoff ratio: 5
exchange-correlation grid ratio: 1
k mesh: 1 x 1 x 1, shifted by 0.5 0.5 0 of a step
self-consistency stop: 1e-10 eV per atom in the density residual
occupations: fixed
spin: none
net charge: 0

Cell vectors (angstrom)
a, 10.88, 0, 0
b, 0, 10.88, 0
c, 0, 0, 32.0278

Atoms: element, x, y, z (angstrom)
Si, -0.1425, -0.0559, 0.2728
Si, 2.3212, 3.5474, -0.1218
Si, 0.5482, 5.1419, 0.2229
Si, 2.1744, 8.784, -0.1751
Si, 5.9026, -0.1522, -0.3002
Si, 8.5954, 2.1695, -0.1411
Si, 5.4642, 5.6235, -0.1347
Si, 7.841, 8.2423, -0.0521
Si, 1.2513, 1.3069, 1.4702
Si, 4.2014, 4.132, 1.1569
Si, 1.4262, 6.9898, 1.306
Si, 4.0377, 9.7372, 0.9847
Si, 6.9454, 1.2597, 1.2704
Si, 9.5417, 4.0308, 1.0798
Si, 6.6691, 6.8793, 1.3814
Si, 9.3783, 9.3573, 1.3522
Si, -0.0454, 2.8181, 2.6661
Si, 2.785, 0.036, 2.6385
Si, -0.0382, 8.1291, 2.6955
Si, 2.8575, 5.5781, 2.5671
Si, 5.4822, 2.6727, 2.5057
Si, 8.1559, -0.0649, 2.7271
Si, 5.2894, 8.3251, 2.5611
Si, 8.1442, 5.4046, 2.499
Si, 1.4001, 4.2017, 3.9061
Si, 4.1241, 1.3986, 3.9628
Si, 1.3664, 9.5393, 3.9653
Si, 4.0861, 6.9055, 4.0015
Si, 6.7965, 4.0627, 3.8933
Si, 9.5205, 1.376, 3.9993
Si, 6.713, 9.5377, 4.0078
Si, 9.4729, 6.7358, 3.9594
Si, 0.0171, 0.0291, 5.3206
Si, 2.7247, 2.7793, 5.2579
Si, -0.0076, 5.4548, 5.3306
Si, 2.6815, 8.185, 5.3685
Si, 5.4159, 0.0367, 5.3759
Si, 8.1283, 2.7266, 5.3243
Si, 5.4535, 5.4658, 5.26
Si, 8.1111, 8.134, 5.29
Si, 1.3726, 1.4098, 6.6387
Si, 4.0671, 4.1278, 6.631
Si, 1.3091, 6.8293, 6.7079
Si, 4.0478, 9.5491, 6.7125
Si, 6.7832, 1.3819, 6.7171
Si, 9.5098, 4.0777, 6.6767
Si, 6.7813, 6.7862, 6.66
Si, 9.4977, 9.5226, 6.6266
Si, -0.0004, 2.7177, 8.0227
Si, 2.6761, 0.0434, 8.0305
Si, -0.0444, 8.2073, 8.0474
Si, 2.6756, 5.4363, 8.0148
Si, 5.3968, 2.7637, 8.0214
Si, 8.1597, -0.0167, 8.0245
Si, 5.4292, 8.148, 8.0194
Si, 8.1342, 5.4515, 8.0173
Si, 1.3243, 4.0813, 9.4076
Si, 4.0162, 1.4089, 9.3698
Si, 1.3163, 9.5828, 9.4113
Si, 4.0298, 6.8012, 9.3446
Si, 6.7781, 4.0932, 9.3786
Si, 9.5455, 1.3294, 9.3725
Si, 6.8052, 9.491, 9.3853
Si, 9.4576, 6.8385, 9.3687
Si, -0.0243, 0.0256, 10.8509
Si, 2.6436, 2.6952, 10.8035
Si, -0.0886, 5.4673, 10.6924
Si, 2.693, 8.1818, 10.6956
Si, 5.3957, 0.0095, 10.6273
Si, 8.1747, 2.6975, 10.6728
Si, 5.3586, 5.4323, 10.7026
Si, 8.1513, 8.1526, 10.8205
Si, 1.2926, 1.3933, 12.2852
Si, 4.0404, 4.0544, 12.0917
Si, 1.2654, 6.8459, 11.9947
Si, 4.0754, 9.5608, 12.0186
Si, 6.8013, 1.3069, 11.9462
Si, 9.4768, 4.0767, 12.0673
Si, 6.702, 6.7623, 12.0675
Si, 9.5117, 9.5385, 12.2334
Si, -0.103, 2.8489, 13.6302
Si, 2.7694, -0.026, 13.4994
Si, 0.1177, 8.2294, 13.54
Si, 2.6022, 5.4669, 13.2859
Si, 5.4989, 2.6466, 13.3223
Si, 8.0844, 0.0716, 13.4822
Si, 5.4787, 8.2598, 13.391
Si, 7.9072, 5.2394, 13.3931
Si, 1.1659, 4.4732, 14.8703
Si, 4.4507, 1.0867, 14.6548
Si, 1.7883, 9.2154, 14.8594
Si, 3.8646, 7.0021, 14.4402
Si, 7.0045, 3.5951, 14.8337
Si, 8.9076, 1.884, 14.7503
Si, 6.6168, 9.7354, 14.9019
Si, 10.0043, 6.8239, 15.089
Si, 5.5644, 5.5822, 16.6548
Si, 9.4828, 11.9498, 17.7119
Si, 3.4438, 6.1152, 19.0756
Si, 21.1903, 3.3568, 21.846
Si, 14.6672, -9.815, 18.7979
Si, 19.5431, 3.4641, 19.206
Si, 1.3165, 0.0611, 17.3628
Si, 13.496, 13.4197, 16.7074
Si, 9.313, -5.486, 23.829
Si, 17.4197, 0.0508, 23.8655
Si, 11.937, 18.0818, 20.3144
Si, 8.8347, -4.3899, 19.54
Si, 7.9024, -3.1307, 17.0243
Si, 4.4613, 4.3916, 22.8655
Si, 5.1648, 10.8648, 21.0784
Si, 5.5775, 3.717, 27.2367
Si, 16.1105, 8.6665, 25.382
Si, 9.8495, 4.0951, 28.4549
Si, -4.1076, 1.1851, 18.9622
Si, 4.6422, 7.8684, 21.3728
Si, 1.5263, 4.9899, 29.5633
Si, 6.9548, 6.2603, 22.1471
Si, 15.5481, 2.0768, 24.9405
Si, 3.3208, 6.9381, 23.8998
Si, 11.2133, 7.5942, 24.7138
Si, 12.9875, 4.4907, 20.9408
Si, 19.2667, 3.5831, 26.0109
Si, 9.6621, 11.4534, 23.2331
Si, 9.1195, 12.1796, 27.666
Si, -0.0206, 10.3138, 25.979
Si, 3.547, 7.0574, 29.8531
Si, 6.7736, 1.7261, 29.4576
Si, 11.65, 9.4199, 22.4463
Si, 5.7424, 6.7957, 27.84
Si, 13.5873, -0.2991, 24.8083
Si, 7.8062, 5.9869, 29.8986
O, 2.5845, 6.0656, -3.0164
O, 0.9684, -1.0154, -0.5263
O, 2.0213, 1.9729, 0.1504
O, 2.3706, 3.7826, -1.7556
O, 0.5523, 5.662, -1.3543
O, 2.6745, 8.3059, -1.6563
O, 3.428, 3.9566, -10.3207
O, 5.7906, 0.718, -1.7229
O, 18.8937, -4.6232, -8.652
O, 9.7624, 1.0436, -0.541
O, 7.7285, 2.4911, -1.4949
O, 4.1812, 6.3535, -0.8577
O, 6.5927, 5.2613, -1.2913
O, 9.2264, 4.4993, -4.9934
O, 8.3782, 7.2549, -1.2653
O, 2.0305, 3.9433, 16.176
O, 7.8841, 6.2284, 20.8242
O, 3.8723, 2.0527, 15.8288
O, 14.3955, 5.3521, 23.7646
O, 2.8672, 8.0339, 15.249
O, 13.0192, -3.7218, 19.052
O, -0.8092, 2.1013, 22.8485
O, 4.6632, 5.9731, 15.3964
O, 20.0388, 3.2646, 20.725
O, 8.6629, 6.2838, 14.3919
O, 9.4012, 1.1118, 16.1099
O, 12.3067, 12.3327, 16.524
O, 5.4775, 10.8561, 15.3259
O, 9.4025, 7.5044, 16.4354
O, 15.5553, 7.3504, 24.657
O, 2.6796, -0.0463, 18.2788
O, 4.415, 6.7536, 20.2212
O, 16.9624, 7.6218, 22.0816
O, 6.2692, 4.146, 16.2521
O, 12.1146, -1.1573, 16.3126
O, 7.2762, 9.0732, 16.275
O, 19.647, 5.0299, 18.7788
O, 6.5643, 0.4365, 20.3876
O, 8.1819, -3.1908, 18.6353
O, 11.7903, 14.2879, 21.1501
O, 17.6767, -4.2815, 16.8043
O, 16.3107, 0.1003, 22.6636
O, 10.7679, 11.0423, 18.1518
O, 23.2877, -4.8952, 21.3255
O, 8.0381, 0.3343, 23.2854
O, 14.8666, 0.9226, 20.4152
O, 6.0207, 1.1608, 24.9385
O, 15.3742, 2.8591, 26.3684
O, 3.1493, 13.341, 18.246
O, -1.2377, 13.4779, 18.2425
O, -7.5262, 1.1759, 24.6275
O, 8.7669, 4.0608, 24.5468
O, 13.571, 4.7218, 19.4434
O, 8.733, -8.8571, 26.2586
O, 8.0609, 11.3658, 18.2557
O, 0.0108, 8.2651, 23.287
O, -0.3735, 10.5473, 22.1598
O, 1.1746, 8.6686, 21.0488
O, 10.1502, -6.0929, 22.5905
O, 5.8463, 5.0614, 22.3042
O, 11.0189, 5.6052, 15.4727
O, 26.4516, 9.3506, 20.7426
O, 14.7886, 9.6431, 25.4107
O, 17.7124, 3.8411, 26.2428
O, 10.0864, 10.9183, 27.2917
O, -5.5512, 0.9741, 18.2125
O, -1.0678, 2.4654, 28.585
O, -3.7053, 2.7734, 19.1052
O, 0.5355, 4.4886, 28.4091
O, 12.4378, 10.6883, 25.9528
O, -3.677, 6.5587, 28.5046
O, 1.9388, 7.2528, 24.6999
O, 10.3825, 6.898, 19.8846
O, 1.9928, 10.0473, 23.398
O, 10.283, 6.2727, 24.7903
O, 5.8588, 7.9689, 26.7147
O, 6.4174, -1.3945, 24.6214
O, 5.1582, 5.2813, 27.5117
O, 15.3717, 16.6092, 17.8844
O, 5.9627, 2.8587, 28.5869
O, 15.6265, 7.5022, 28.9006
O, 7.7552, 0.872, 28.4557
O, 8.9779, 4.9029, 29.5767
O, 15.7563, 14, 23.7353
O, 10.1916, 11.012, 24.6892
O, -0.072, 8.6755, 25.8735
O, 3.4465, 7.712, 22.4679
O, 6.8567, 9.4236, 31.3648

Results
free energy: -134618.882 eV
free energy less fixed offsets of O -570.45, Si -639.56 eV per atom: 2.638 eV

Forces (eV/angstrom), in the order of the atoms: element, x, y, z
Si, 0.0061, -0.0002, 0.0065
Si, 0.0222, -0.0051, 0.0104
Si, -0.0074, 0.0029, -0.0028
Si, 0.0059, 0.0046, 0.0068
Si, -0.0135, -0.0067, 0.0071
Si, 0.0007, 0.0024, 0.0099
Si, -0.0003, -0.0001, 0.0149
Si, -0.0093, -0.0047, 0.015
Si, 0.0112, -0.0155, 0.005
Si, 0.002, 0.0001, -0.0086
Si, 0.0031, 0.0003, 0.0046
Si, 0.0002, 0.0024, 0
Si, -0.0049, 0.0004, 0.0001
Si, 0.0009, -0.0022, -0.0009
Si, 0.0016, -0.0049, -0.0029
Si, 0.0021, -0.0005, -0.0045
Si, -0.0012, 0.0021, -0.0052
Si, -0.0027, -0.0011, 0.0036
Si, -0.0006, -0.0036, 0.0016
Si, 0.0013, -0.0003, -0.0035
Si, -0.0014, -0.0021, -0.0005
Si, 0, 0.002, -0.0011
Si, -0.0004, 0.0001, -0.0011
Si, -0.0043, 0.0038, 0.0025
Si, 0.0009, 0.0015, 0.0044
Si, -0.0018, 0.0003, -0.002
Si, 0.003, 0.0011, -0.003
Si, 0.0018, 0.001, 0.0008
Si, 0.0026, -0.0019, -0.0007
Si, 0.0018, -0.0025, 0.0015
Si, -0.0003, -0.0014, 0.0018
Si, -0.0017, -0.0003, -0.0027
Si, 0.0008, -0.0015, 0
Si, 0.004, -0.0024, -0.0028
Si, 0.0017, 0.0028, -0.001
Si, -0.0029, -0.0005, -0.0001
Si, -0.0008, 0.0013, -0.0001
Si, -0.002, 0.004, -0.0003
Si, -0.0002, -0.0013, 0.001
Si, 0.0011, -0.0013, -0.0002
Si, 0.0002, 0.0005, 0.0007
Si, -0.0004, 0.0022, 0
Si, 0.0014, -0.0013, 0.0006
Si, 0.0006, 0.0007, 0.0005
Si, 0.0013, -0.0017, -0.0002
Si, 0.0006, -0.0013, -0.0004
Si, -0.0004, 0.0001, -0.0004
Si, -0.0009, 0.0006, 0.0012
Si, 0.0003, -0.0004, 0.0007
Si, 0.0014, 0.0008, 0.0001
Si, 0.0007, 0.0003, -0.0001
Si, -0.0009, 0, 0.0005
Si, -0.0004, -0.0002, -0.0007
Si, -0.0003, -0.0002, 0.0005
Si, -0.0003, -0.0013, 0.0007
Si, 0, 0.0004, -0.0006
Si, 0.0011, 0.0001, 0.0008
Si, 0.0007, 0.0002, 0.0005
Si, -0.0006, 0.0009, 0
Si, 0.0005, 0.0001, -0.0003
Si, -0.0002, 0.0003, 0.0004
Si, 0.0012, 0.0005, -0.0005
Si, 0.0007, 0.0001, 0.0009
Si, -0.0006, -0.0008, 0.0005
Si, 0.0001, -0.0002, -0.0002
Si, -0.0004, 0.0006, -0.0006
Si, 0.0012, -0.0006, 0.0011
Si, -0.0012, -0.0022, 0.0009
Si, -0.0011, 0.0008, 0.0008
Si, 0.0004, -0.003, 0
Si, 0.0005, -0.0009, -0.0006
Si, -0.0007, 0.0008, -0.0002
Si, 0.002, -0.0018, 0
Si, -0.0017, 0.0013, 0.0002
Si, 0.0008, 0.0001, -0.0009
Si, 0.0026, 0.0001, 0.001
Si, 0.0004, -0.0007, -0.0013
Si, -0.0038, 0.0027, 0.0012
Si, -0.0002, 0.0001, -0.0009
Si, 0.0011, -0.0015, 0
Si, 0.0014, 0.0007, 0.0027
Si, -0.0021, 0.0008, 0.0004
Si, -0.0011, -0.0008, 0.0012
Si, 0.0013, -0.0018, 0.0001
Si, 0.0017, 0.0004, 0.0005
Si, 0.0002, 0.0012, 0.0015
Si, -0.0025, 0, 0.0006
Si, -0.0021, -0.0054, 0.0009
Si, -0.0014, 0.0013, -0.0101
Si, 0.0026, 0.001, -0.0105
Si, -0.0025, -0.0025, -0.0068
Si, 0.0012, 0.0059, -0.0093
Si, 0.001, 0.0049, -0.0062
Si, -0.0019, 0.0004, -0.0078
Si, 0.0033, 0.0009, -0.01
Si, 0.0026, 0.003, -0.008
Si, 0.0047, -0.0041, -0.0074
Si, -0.0004, 0.001, -0.0082
Si, 0.0018, -0.0012, -0.0049
Si, -0.0016, 0.0014, -0.0065
Si, 0.0024, -0.0001, -0.0088
Si, -0.0027, -0.0017, -0.0089
Si, 0.0027, -0.0004, -0.0072
Si, 0.0004, 0.0029, -0.0071
Si, -0.0053, -0.003, -0.0009
Si, -0.0043, 0.0006, -0.0007
Si, -0.002, -0.0039, -0.0068
Si, -0.0006, -0.0006, -0.0091
Si, 0.0007, 0.0015, -0.0088
Si, -0.0004, 0.0006, -0.0027
Si, 0.0013, 0.0028, -0.0096
Si, 0.0026, 0.0074, 0.0102
Si, 0.0024, -0.004, 0.0064
Si, 0.002, 0.0023, 0.0037
Si, -0.0017, 0.0006, -0.0059
Si, 0.0008, 0.0028, -0.0048
Si, 0.0042, -0.0002, 0.0013
Si, 0.0004, 0.0021, -0.0035
Si, 0.0028, 0.0025, 0.0041
Si, 0.003, 0.0009, -0.0013
Si, 0.0007, -0.0018, 0.0004
Si, 0.0002, 0.0012, -0.0056
Si, 0.0022, 0.0026, 0.0094
Si, -0.0002, 0.0019, -0.0013
Si, -0.006, 0.0085, 0.0071
Si, -0.0034, 0.0016, 0.0031
Si, -0.003, 0.0015, 0.0053
Si, -0.003, -0.0027, 0.0134
Si, 0.0008, 0.0011, -0.0037
Si, -0.0016, -0.0054, 0.0119
Si, 0.0008, -0.0015, -0.0003
Si, -0.0042, 0.0004, 0.0088
O, -0.0024, -0.0052, -0.0026
O, -0.0049, -0.0012, -0.0051
O, -0.0232, 0.0177, -0.0044
O, -0.0011, 0.0035, 0.0005
O, -0.0039, -0.0027, 0.0018
O, -0.0006, 0.0002, -0.0044
O, 0.001, -0.0004, 0.0015
O, 0.0019, 0.0028, -0.0063
O, -0.0004, 0.0013, 0.0015
O, -0.002, -0.0001, 0.0005
O, 0.0015, -0.0003, -0.006
O, -0.0079, -0.0028, -0.0041
O, 0.0034, -0.0011, -0.0063
O, -0.0027, -0.0023, -0.0035
O, 0.0014, -0.0001, -0.0071
O, 0.0009, -0.0004, 0.0028
O, -0.0024, 0.0001, 0.0041
O, 0.001, 0.0017, 0.0064
O, -0.0009, -0.0012, 0.0002
O, 0.0026, 0.0003, 0.0021
O, -0.002, 0.001, 0.0029
O, -0.0001, -0.0027, 0.0027
O, 0.0005, -0.0047, 0.0056
O, 0.0021, -0.0001, 0.0085
O, 0.0035, 0.0037, 0.0006
O, 0.0026, -0.0017, 0.0006
O, -0.0013, -0.0006, 0.0024
O, 0.0022, 0.0011, 0.0033
O, -0.0021, 0.0004, 0.0047
O, -0.0023, -0.0019, -0.0019
O, 0.0033, 0.0006, 0.0031
O, 0.0011, 0.0009, 0.0033
O, 0.0011, -0.0009, 0.001
O, -0.0034, -0.0005, 0.0048
O, 0.0014, 0.0019, 0.0065
O, 0, 0.0003, 0.0055
O, 0.0001, 0.0027, 0.0021
O, -0.0021, -0.0012, 0.0062
O, -0.0005, -0.0001, 0.0067
O, 0, -0.0004, 0.0003
O, 0.0005, -0.0009, 0.0026
O, 0.0018, -0.0007, 0.0051
O, -0.001, -0.0018, 0.0036
O, 0.0004, 0.0003, 0.0019
O, 0.0022, 0, -0.0011
O, -0.0008, -0.0008, 0.003
O, 0.0005, 0.0002, -0.0003
O, -0.0055, -0.0041, -0.0047
O, 0.002, 0.0013, 0.0051
O, 0.0003, 0.0016, 0.0029
O, -0.0032, -0.0004, -0.0006
O, 0.0005, 0.0023, -0.0058
O, -0.0013, -0.0027, 0.0035
O, 0.0013, -0.0015, -0.0037
O, -0.0007, -0.0008, 0.001
O, -0.0019, -0.0003, -0.0008
O, -0.0007, 0, -0.0009
O, 0.0003, 0.004, 0.0034
O, 0.0015, 0.0017, -0.0004
O, -0.0019, -0.0014, 0.0003
O, -0.0016, -0.0006, 0.0038
O, -0.0004, -0.0027, 0.0003
O, -0.0032, 0.0021, -0.0017
O, -0.0004, -0.0002, -0.0039
O, 0.0043, -0.0056, -0.0027
O, -0.0014, 0.0002, 0.0031
O, -0.0006, -0.0045, -0.0026
O, 0.0006, 0.0013, 0.0002
O, -0.0019, -0.0021, -0.0014
O, 0.0006, 0.0005, -0.0002
O, 0.0011, 0.0005, -0.003
O, -0.0031, 0.0008, 0.001
O, 0.0021, 0.0013, 0.0027
O, 0.0002, 0.0006, -0.0003
O, 0.0004, 0.0014, 0.0014
O, 0.0002, 0.0082, -0.0096
O, 0.0014, 0.0002, -0.0018
O, 0, -0.0034, -0.0033
O, -0.0036, -0.0004, 0.0063
O, -0.0005, 0.0022, -0.0017
O, 0.0015, -0.0007, -0.001
O, 0.0032, -0.0003, -0.0059
O, 0.0033, -0.0031, -0.0028
O, -0.0003, -0.0005, -0.001
O, -0.0007, -0.0003, -0.0019
O, -0.001, -0.0004, 0.0003
O, -0.0035, 0.0009, 0.0015
O, 0.0145, 0.0077, -0.0025

The program warned: the cutoff lies below the one the program advises for these potential files; the forces do not sum to zero within the program's tolerance; empty levels may hold ghost states of the PAW files; the exchange-correlation potential is rough where the density is thin.
